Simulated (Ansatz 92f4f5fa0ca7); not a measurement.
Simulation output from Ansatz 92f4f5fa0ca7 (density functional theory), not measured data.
Periodic cell of 223 atoms, Si132O90P1, from a study of silicon, its oxide and their interface. The atomic structure is a simulated model.
Doubt: the cutoff is far below the 930 eV that the study's wrapper takes by default for these files, so forces and energies are approximate.

Settings
functional: PBE
potential files: Ansatz PAW
basis: plane waves
wave-function cutoff: 580 eV
density cutoff ratio: 5
exchange-correlation grid ratio: 1
k mesh: 1 x 1 x 1, Gamma-centred
self-consistency stop: 5e-08 eV per atom in the density residual
occupations: fixed
spin: none
net charge: +1 e, with a uniform compensating background and no finite-size correction

Cell vectors (angstrom)
a	10.938	0	0
b	0	10.938	0
c	0	0	32.1988

Atoms and the computed forces on them: element, x, y, z (angstrom), force x, y, z (eV/angstrom)
Si	10.5865	0.23	24.8693	0.0433	-0.0583	-0.1782
Si	5.7359	10.6801	24.7474	-0.0318	0.0461	-0.232
Si	2.4791	2.9198	24.6482	0.0255	-0.055	-0.2238
Si	8.4272	2.464	24.8316	-0.0485	0.0483	-0.2322
Si	0.2746	5.1684	24.7639	-0.0369	0.0331	-0.2309
Si	5.1515	5.7511	24.7001	0.0405	-0.021	-0.2204
Si	2.9319	8.0093	24.6016	-0.0354	0.0287	-0.2196
Si	7.9357	8.4392	24.7395	0.0546	-0.0481	-0.2108
Si	1.3273	1.3865	26.0445	-0.0026	0.0171	0.0129
Si	6.8431	1.3122	26.1226	0.0177	-0.0165	0.0556
Si	4.0424	4.1077	25.9974	-0.0044	0.0042	0.047
Si	9.606	4.0605	26.0915	0.0065	-0.0003	0.0292
Si	1.3954	6.8299	26.0063	0.0132	0.0121	0.0379
Si	6.7654	6.8558	26.0344	0.0021	0.0107	0.0156
Si	4.0997	9.5372	26.0031	-0.0015	-0.0039	0.0199
Si	9.4655	9.5723	26.1505	-0.0278	0.0068	0.0548
Si	2.7271	-0.0046	27.3529	-0.0096	-0.0045	-0.0727
Si	8.1576	-0.018	27.5634	-0.0168	-0.0122	0.1007
Si	0.0108	2.7229	27.4968	0.0044	-0.0051	0.0703
Si	5.44	2.7468	27.3726	0.01	-0.0212	-0.0599
Si	2.7269	5.4713	27.4381	-0.0113	0.0173	0.0202
Si	8.1836	5.4744	27.362	0.0014	-0.0119	-0.0708
Si	-0.0071	8.1856	27.3819	-0.0017	-0.0136	-0.0584
Si	5.4369	8.2034	27.4553	-0.0114	-0.0143	0.0391
Si	4.0781	1.3677	28.7443	0.0128	-0.0037	0.0716
Si	9.5793	1.3581	28.8654	-0.0322	-0.008	-0.1362
Si	1.3671	4.1181	28.8315	-0.0253	-0.0724	-0.093
Si	6.8267	4.1056	28.7429	0.0172	-0.006	0.0744
Si	4.0961	6.8217	28.8184	0.0019	0.012	-0.058
Si	9.5538	6.8235	28.7521	-0.0067	0.0321	0.0534
Si	1.3692	9.5667	28.7396	-0.0323	0.0133	0.0697
Si	6.7748	9.5457	28.8795	0.1102	0.0258	-0.1503
Si	0.0206	-0.025	30.1727	0.0292	-0.0255	0.0084
Si	5.4219	0.0141	30.1741	-0.0214	0.035	0.0153
Si	2.7381	2.7283	30.1595	-0.0139	-0.0133	-0.0122
Si	8.1893	2.7523	30.1554	-0.0029	-0.0135	-0.0035
Si	-0.0275	5.4713	30.1567	-0.0207	0.044	0.001
Si	5.4795	5.4568	30.1588	0.0267	-0.0056	-0.0124
Si	2.72	8.2106	30.1435	-0.0219	0.0229	-0.0108
Si	8.2031	8.1791	30.1693	0.0116	-0.0205	0.0167
Si	1.3778	1.3599	31.5386	0.0127	0.0004	-0.0084
Si	6.8247	1.3764	31.5094	0.0061	0.0029	-0.0428
Si	4.1113	4.0914	31.5229	0.0007	-0.004	-0.0203
Si	9.5603	4.1027	31.5382	-0.0013	-0.0067	0.0152
Si	1.3479	6.8478	31.4981	-0.0176	0.007	-0.0489
Si	6.8434	6.8133	31.5443	-0.0008	0.0011	-0.0023
Si	4.0741	9.5715	31.5402	-0.0005	-0.0137	0.0211
Si	9.5776	9.552	31.5313	0.0018	-0.0022	-0.0202
Si	2.7346	0.0043	0.7309	-0.062	-0.0094	-0.0035
Si	8.1955	0.0057	0.6673	0.0181	0.0009	-0.0599
Si	0.0052	2.732	0.7054	-0.0076	-0.0552	-0.0178
Si	5.4782	2.731	0.6945	0.016	-0.0197	-0.0245
Si	2.7287	5.4891	0.6498	-0.0035	0.0077	-0.0484
Si	8.2043	5.4532	0.7292	0.015	0.0497	-0.0138
Si	0.0095	8.1867	0.7003	-0.0177	0.0105	-0.0281
Si	5.4673	8.1991	0.6988	0.0469	0.0139	-0.0392
Si	4.1511	1.3606	2.0766	0.044	-0.0295	-0.005
Si	9.5596	1.349	2.0512	0.0266	0.0049	-0.0237
Si	1.3843	4.1476	2.035	-0.0312	0.0191	-0.0363
Si	6.8429	4.0613	2.0828	0.0232	-0.0372	-0.0042
Si	4.0746	6.8311	2.0516	0.009	0.0019	-0.0041
Si	9.581	6.8339	2.0699	-0.0114	-0.0194	-0.0291
Si	1.374	9.5446	2.0698	0.0436	0.0014	-0.0246
Si	6.8335	9.5943	2.044	-0.0416	-0.0088	-0.026
Si	-0.0212	-0.0453	3.3883	0.0572	0.0915	0.0418
Si	5.4999	-0.0065	3.4797	-0.0244	-0.0156	-0.1154
Si	2.7741	2.7762	3.3559	-0.0297	0.0176	-0.0057
Si	8.1977	2.6819	3.4564	0.0902	0.0748	-0.0775
Si	0.0179	5.4749	3.4358	-0.0337	-0.0031	-0.0388
Si	5.4736	5.4694	3.3919	0.0102	-0.0016	0.0043
Si	2.7731	8.2188	3.4572	-0.0843	-0.017	-0.086
Si	8.197	8.2257	3.3761	0.0274	-0.0361	0.0588
Si	1.3878	1.3857	4.6442	0.0014	0.0217	-0.0955
Si	6.864	1.3277	4.8753	-0.0145	-0.0152	-0.0097
P	4.1649	4.0807	4.7617	-0.0284	-0.0295	-0.1357
Si	9.5762	4.0799	4.7583	-0.0003	-0.0161	-0.0038
Si	1.4055	6.8375	4.7893	0.0278	0.0057	-0.0551
Si	6.8143	6.8834	4.7401	-0.0239	-0.0053	-0.053
Si	4.1396	9.573	4.8483	0.0189	0.0083	0.049
Si	9.5502	9.5422	4.8043	-0.0045	-0.024	-0.0268
Si	2.7448	0.1009	6.0507	-0.0063	0.0096	0.0559
Si	8.2022	-0.0608	6.2811	0.0068	-0.0431	0.0608
Si	0.0204	2.6698	6.0368	0.0004	-0.0213	0.0451
Si	5.4781	2.7148	6.2047	-0.083	0.1228	0.3565
Si	2.8341	5.4558	6.0822	0.0102	0.0154	0.335
Si	8.173	5.4778	6.027	0.0257	-0.0005	0.0375
Si	0.0189	8.1752	6.1692	-0.0337	0.0126	0.0651
Si	5.5275	8.2239	6.2325	0.0076	0.0266	0.0271
Si	3.8321	1.5768	7.5662	0.0465	-0.1423	0.3268
Si	9.8405	1.1408	7.4545	0.0146	0.0809	0.2851
Si	1.6527	3.7933	7.2545	-0.222	0.0269	0.3009
Si	6.6376	4.4126	7.4369	0.1731	0.0028	0.3112
Si	4.406	6.6191	7.5071	-0.0313	0.0963	0.3146
Si	9.3563	6.9395	7.4029	0.0126	-0.048	0.2289
Si	1.1447	9.9195	7.297	0.0458	-0.0093	0.237
Si	7.156	9.2219	7.6735	-0.0356	0.0147	0.3803
O	8.2994	8.0728	7.9217	0.0415	0.0247	-0.1423
O	2.7503	2.7672	7.9294	0.0215	-0.0314	-0.1377
O	9.5196	1.3498	24.2646	0.0004	0.0097	0.1177
O	4.0484	6.865	24.1331	0.0045	0.0001	0.1024
O	0.0395	0.0356	7.9582	-0.0213	-0.052	-0.1349
O	5.501	5.4805	8.0076	-0.0174	-0.0119	-0.1481
O	6.8481	9.5725	24.1997	-0.0064	-0.0024	0.1134
O	1.3715	4.0648	24.1729	-0.0053	-0.0056	0.1137
O	3.8236	7.3515	8.8906	0.0892	-0.1367	-0.2663
O	0.8559	4.4247	8.529	0.1437	-0.0755	-0.2772
O	9.7938	6.1426	8.7886	-0.0613	0.0426	-0.2294
O	2.1299	9.4052	8.506	-0.0643	0.0861	-0.2642
O	7.4805	3.8946	8.7583	-0.1333	0.107	-0.3003
O	4.2949	0.9444	9.0295	-0.1162	0.054	-0.3926
O	6.7234	9.5458	9.2275	0.0439	-0.008	-0.4704
O	9.2257	1.8664	8.8029	0.0805	-0.0697	-0.2763
O	7.7114	3.1566	23.5277	0.0942	-0.0764	0.2218
O	10.4991	5.8446	23.4528	0.0845	-0.1	0.2359
O	5.087	0.4361	23.4092	0.0781	-0.1053	0.2379
O	5.8593	5.0913	23.3695	-0.0862	0.1012	0.2291
O	3.1069	2.2124	23.2832	-0.0997	0.0795	0.2329
O	2.2998	8.7164	23.2271	0.0957	-0.0752	0.2279
O	8.6165	7.749	23.4047	-0.0955	0.0813	0.2152
O	0.2497	10.3393	23.604	-0.091	0.1068	0.2325
Si	4.3912	1.5739	22.477	0.0003	-0.0164	-0.3681
Si	3.4883	7.9273	14.0351	0.0168	-0.0179	0.2367
Si	7.1178	0.9613	14.6626	-0.0256	-0.0112	0.1925
Si	0.9462	9.3564	22.5299	-0.0241	0.0325	-0.3673
Si	1.1812	4.2991	11.8645	0.0481	-0.1044	0.3625
Si	6.2651	8.9683	15.3187	-0.0045	0.0094	0.1199
Si	0.674	1.36	12.2959	0.001	-0.0019	0.2415
Si	8.6265	4.9548	20.5186	0.0498	-0.0509	-0.2429
Si	0.3241	5.7158	9.3336	0.012	0.0251	0.4612
Si	5.1003	3.1245	17.9412	0.0175	0.0198	-0.0004
Si	0.8809	3.7471	16.7444	0.0368	0.0109	0.0511
Si	10.3984	2.8473	19.2301	0.0063	-0.0163	-0.1043
Si	5.2839	1.1825	10.3327	0.0477	0.0474	0.515
Si	0.8852	0.1785	19.8528	-0.0425	0.0608	-0.2016
Si	6.6369	9.4577	10.8659	0.0744	-0.086	0.4697
Si	9.3383	9.6811	18.326	-0.0274	-0.0204	-0.0193
Si	9.3882	9.2454	12.5688	0.0357	-0.0315	0.2778
Si	6.5726	3.8485	22.596	0.0152	-0.0201	-0.3405
Si	2.4314	8.0723	9.3687	-0.094	0.0618	0.4777
Si	10.5898	7.3694	17.0815	0.012	-0.0186	0.0357
Si	2.5107	6.2935	16.5866	-0.0002	-0.01	0.0899
Si	10.1767	4.4943	14.1787	-0.0237	0.0305	0.2039
Si	6.1382	9.19	18.5162	0.0141	-0.0171	-0.0091
Si	7.969	2.5705	9.5683	0.0327	-0.0984	0.51
Si	8.874	2.1507	12.4427	0.0307	-0.0623	0.364
Si	5.3403	6.2475	18.0702	-0.0131	0.0036	-0.0204
Si	3.9238	0.562	19.474	0.0226	-0.0267	-0.2071
Si	4.2784	3.8343	12.0431	-0.0289	0.0735	0.3281
Si	5.5405	6.5982	12.1426	-0.0034	-0.0384	0.2872
Si	8.013	2.5041	17.2194	-0.0097	0.0193	0.0336
Si	4.3578	2.4797	14.9657	0.0041	-0.0434	0.1797
Si	1.5354	1.2127	15.2581	0.0207	-0.0155	0.1469
Si	1.5698	9.4036	12.04	-0.0703	0.087	0.3477
Si	8.0491	6.8526	13.8691	0.0091	0.004	0.1881
Si	10.3796	9.836	15.4875	0.0216	-0.0205	0.1486
Si	9.8077	7.0138	22.5629	-0.013	-0.001	-0.34
Si	8.1117	5.4856	17.416	-0.0096	0.0106	-0.0393
O	6.0365	7.9572	11.2934	0.0295	0.1254	-0.1725
O	6.0193	9.2113	16.8978	0.0007	-0.0019	-0.0574
O	7.6747	1.3712	13.1905	0.049	0.0443	-0.1685
O	0.8885	1.743	13.8656	-0.0317	0.0041	-0.1748
O	9.4313	6.254	16.8858	-0.0045	-0.0013	-0.0114
O	6.7599	6.2015	13.1391	-0.0673	-0.0001	-0.1203
O	5.1326	4.6614	18.6102	0.0026	-0.012	0.0105
O	9.2254	2.1541	18.2781	0.0098	0.0026	0.0191
O	2.3679	0.1005	19.0883	-0.0114	-0.0033	0.0529
O	9.4082	10.2329	16.7648	0.0127	0.0065	-0.0421
O	2.7898	4.4306	11.7036	-0.0175	0.0107	-0.1123
O	5.0661	10.327	19.1096	-0.0271	0.0297	0.0377
O	9.4216	3.2455	13.4865	-0.0283	-0.0551	-0.1296
O	0.4554	1.7678	19.9604	0.0148	-0.0175	0.0518
O	3.1493	1.3642	15.0647	0.0021	0.0081	-0.0546
O	8.1665	5.3808	19.03	0.0094	-0.01	0.1061
O	3.8931	6.6006	17.3975	-0.0061	0.0012	-0.0211
O	4.5744	3.2843	16.3847	-0.0152	-0.0157	-0.0663
O	9.063	5.6696	14.3146	-0.0001	0.0027	-0.0655
O	5.4556	2.7597	22.144	0.0045	0.01	0.1147
O	10.6816	4.1526	15.6731	-0.0296	0.009	-0.1001
O	0.332	3.8689	18.2779	-0.0104	-0.0088	0.0124
O	10.4275	10.5175	19.2174	0.0398	0.0119	0.0509
O	9.6453	10.0253	14.0264	-0.0342	-0.0137	-0.1646
O	10.9019	8.1273	22.1035	-0.0002	-0.002	0.1141
O	1.1864	2.163	16.5291	0.002	-0.0186	-0.0415
O	9.7307	3.7506	20.4193	-0.0392	0.0435	0.0813
O	8.1392	4.034	16.6877	0.0049	-0.0037	-0.0102
O	-0.0442	9.0977	11.902	0.0523	-0.0147	-0.1126
O	6.5835	2.4177	18.0048	-0.0027	-0.005	-0.0034
O	5.5679	10.7149	11.1837	-0.0258	0.0608	-0.1671
O	7.7492	9.5973	18.8454	0.0016	0.0035	0.0078
O	10.0227	1.0272	12.0556	-0.0242	0.0079	-0.1025
O	1.2676	6.9981	9.0593	-0.0078	0.0142	-0.1593
O	0.6165	4.7698	13.3272	0.0626	-0.0021	-0.1735
O	5.7063	7.6276	18.9834	0.0051	0.006	0.0128
O	5.2378	5.0836	11.52	-0.0022	-0.0324	-0.1216
O	2.7123	6.9876	15.1254	0.027	0.0438	-0.1141
O	0.9198	2.731	11.4602	0.0015	0.0521	-0.1241
O	0.8599	10.6844	15.5514	0.0004	0.0107	-0.0526
O	2.4099	8.5776	10.9094	0.0863	-0.1214	-0.3433
O	4.6995	2.4302	11.257	0.0554	-0.1633	-0.2358
O	4.2524	3.502	13.6727	0.0022	0.0544	-0.2132
O	2.2001	4.6844	16.4954	-0.007	-0.0085	-0.0247
O	10.703	8.249	15.7006	-0.0057	0.0272	-0.055
O	6.9296	10.2928	14.6663	0.0139	0.0181	-0.0599
O	2.3396	8.9451	13.4233	-0.0544	0.0377	-0.1575
O	8.0332	1.5267	15.9051	-0.0092	-0.0271	-0.0782
O	4.1264	6.9867	12.8659	0.0501	-0.0342	-0.1425
O	4.1773	2.0139	18.727	-0.0154	-0.0265	0.043
O	7.2915	4.4242	21.2698	-0.082	-0.0423	0.1747
O	8.4068	2.9368	11.0934	-0.0874	0.0457	-0.3504
O	1.1794	6.8673	17.3669	0.0024	0.0047	-0.0186
O	5.6505	1.5714	14.7635	0.0088	0.0015	-0.0613
O	8.1225	9.7546	11.5909	-0.1334	0.0225	-0.1823
O	9.2096	6.2876	21.2428	0.043	0.0832	0.1704
O	8.9561	7.7152	12.8556	0.0217	0.0492	-0.1119
O	1.6482	0.1112	11.8808	0.0216	-0.0349	-0.1057
O	6.6473	6.1503	17.0684	0.0108	-0.0019	-0.0084
O	7.3946	7.8035	15.0414	0.0237	-0.0329	-0.0755
O	1.2084	10.2971	21.2315	0.0073	-0.0955	0.2195
O	10.0287	8.2019	18.3586	0.0013	0.008	0.0072
O	3.9522	0.8567	21.0869	0.0238	0.0578	0.2398
O	0.3412	5.3032	10.8918	-0.046	0.0972	-0.3109
O	6.7134	1.5526	9.6409	0.0397	0.02	-0.179
O	4.7759	8.7078	14.684	-0.0363	-0.014	-0.077

Results
free energy: -135861.050 eV
free energy less fixed offsets of O -568.88, P -755.39, Si -635.61 eV per atom: -5.940 eV

The program warned: the cutoff lies below the one the program advises for these potential files; the exchange-correlation potential is rough where the density is thin.
